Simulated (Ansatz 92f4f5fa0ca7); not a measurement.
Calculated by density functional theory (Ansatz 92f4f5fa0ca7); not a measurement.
Periodic cell of 216 atoms, Si120O64H32, with a vacuum gap, from a study of silicon, its oxide and their interface. The atomic structure is a simulated model.

Settings: functional r2SCAN; potential files Ansatz PAW; basis plane waves; wave-function cutoff 800 eV; density cutoff ratio 5; exchange-correlation grid ratio 1; k mesh 1 x 1 x 1, shifted by 0.5 0.5 0 of a step; self-consistency stop 1e-11 eV per atom in the density residual; occupations fixed; spin none; net charge 0; applied field sawtooth along c, amplitude -0.015 V/angstrom in the program's sign convention, ramp centred at 0.9872 of c and 0.0256 of c wide, no dipole correction.

Cell vectors (angstrom)
a	10.887	0	0
b	0	10.887	0
c	0	0	39.013

Atoms: element, x, y, z (angstrom)
Si	0.3415	-0.395	25.42
Si	2.8514	2.4591	25.3005
Si	-0.3489	5.6534	25.31
Si	2.5574	8.2804	25.2534
Si	5.0332	0.2348	25.4054
Si	7.784	2.9652	25.3351
Si	5.565	5.1474	25.4934
Si	8.2864	7.8235	25.3245
Si	1.3667	1.2764	26.6957
Si	4.0036	3.9636	26.7227
Si	1.3185	6.7538	26.5755
Si	3.9962	9.4862	26.6948
Si	6.7014	1.3453	26.6408
Si	9.4403	4.0479	26.6215
Si	6.7682	6.7321	26.7268
Si	9.4928	9.429	26.5893
Si	-0.0453	2.686	27.9535
Si	2.6937	-0.049	28.1093
Si	-0.0179	8.113	28.004
Si	2.6569	5.4077	27.9777
Si	5.3971	2.6606	28.0963
Si	8.134	-0.035	27.922
Si	5.4178	8.1547	28.0074
Si	8.138	5.3821	28.0768
Si	1.3129	4.0506	29.3411
Si	4.0684	1.3024	29.4464
Si	1.3067	9.484	29.3996
Si	4.0369	6.781	29.3354
Si	6.7679	4.0433	29.4145
Si	9.4803	1.3318	29.3154
Si	6.7972	9.515	29.3435
Si	9.525	6.7593	29.3819
Si	-0.0402	-0.0025	30.7072
Si	2.6942	2.7182	30.7196
Si	-0.0039	5.4139	30.7438
Si	2.7058	8.1403	30.7329
Si	5.4614	-0.0344	30.7642
Si	8.1546	2.6882	30.7338
Si	5.4119	5.4438	30.7141
Si	8.1643	8.156	30.7015
Si	1.3302	1.3648	32.0623
Si	4.0709	4.0806	32.0714
Si	1.3605	6.7861	32.1002
Si	4.0773	9.5013	32.0983
Si	6.8109	1.3459	32.1145
Si	9.5155	4.0629	32.0931
Si	6.7903	6.808	32.055
Si	9.5166	9.5191	32.0691
Si	0.0068	2.7238	6.9448
Si	2.7114	0.0247	6.9062
Si	0.0065	8.1838	6.9301
Si	2.75	5.4472	6.9352
Si	5.443	2.7403	6.9347
Si	8.1963	-0.0058	6.9376
Si	5.4668	8.1621	6.9392
Si	8.1569	5.4629	6.912
Si	1.3974	4.0893	8.2776
Si	4.075	1.3742	8.2785
Si	1.3591	9.5772	8.2843
Si	4.1082	6.813	8.2972
Si	6.8088	4.1188	8.2881
Si	9.5467	1.3563	8.304
Si	6.8449	9.5295	8.283
Si	9.5226	6.825	8.2757
Si	0.0233	0.0363	9.7084
Si	2.7377	2.738	9.6682
Si	0.0448	5.4805	9.5876
Si	2.766	8.242	9.5968
Si	5.4837	0.0231	9.5923
Si	8.1841	2.7454	9.6133
Si	5.4722	5.4791	9.684
Si	8.2073	8.2032	9.6762
Si	1.401	1.3955	11.0765
Si	4.0986	4.1051	11.0189
Si	1.3697	6.9198	10.9049
Si	4.1701	9.5581	10.9671
Si	6.7886	1.4101	10.957
Si	9.6233	4.0675	10.9161
Si	6.8484	6.8591	11.0353
Si	9.5424	9.5737	11.0817
Si	0.0375	2.7686	12.4374
Si	2.8684	0.0596	12.3461
Si	0.0892	8.2454	12.4097
Si	2.7205	5.5609	12.227
Si	5.4562	2.7504	12.3916
Si	8.1236	0.0829	12.3645
Si	5.5	8.2268	12.4282
Si	8.2985	5.4599	12.2236
Si	1.1841	4.491	13.5922
Si	4.3225	1.2316	13.8283
Si	1.8172	9.3346	13.6342
Si	3.9014	7.0003	13.6453
Si	7.134	3.9238	13.5122
Si	9.2514	1.6479	13.6903
Si	6.5594	9.8951	13.759
Si	9.8111	6.6033	13.5994
Si	23.0058	-3.6666	17.8717
Si	30.1127	23.1449	22.681
Si	-19.5424	37.1695	18.4041
Si	-24.7495	-24.7016	15.7898
Si	10.9904	11.2939	22.4753
Si	41.4475	24.5185	18.5531
Si	-21.9343	-17.5685	20.4419
Si	-1.3454	20.1606	20.8228
Si	-4.7121	37.0183	18.4286
Si	4.3121	14.2634	20.2322
Si	23.2182	-6.5766	23.0911
Si	12.2714	42.4735	16.573
Si	-2.2618	-4.3864	20.9209
Si	-17.9642	-26.2692	23.1219
Si	-16.0156	-16.0655	15.7529
Si	-8.4781	24.5808	15.82
Si	40.0508	0.6716	20.1669
Si	-4.0881	20.5307	23.2869
Si	2.793	20.3423	19.0517
Si	-8.0848	-10.1884	21.1325
Si	5.0844	9.9241	20.8311
Si	31.1414	7.689	18.4453
Si	-0.294	1.2802	16.4021
Si	-5.0988	-27.0913	21.1231
O	7.4332	8.3639	24.035
O	3.9729	12.2394	24.8128
O	-13.849	1.4176	18.8624
O	4.0057	21.5938	21.7612
O	-11.9621	2.3214	17.3696
O	2.1241	14.9514	14.8539
O	-31.8911	47.3126	21.7124
O	14.3269	2.1141	20.6911
O	16.8084	0.0739	19.9091
O	-4.9311	-16.2051	19.5028
O	7.3133	5.8584	21.6394
O	19.2573	-22.3215	20.5544
O	5.1407	4.0923	21.4512
O	10.6048	-4.1878	18.1144
O	-10.8564	16.4087	14.1601
O	-8.1563	20.8634	17.4941
O	4.2318	-1.8191	19.7278
O	-19.6006	5.9335	17.629
O	7.3208	12.5661	21.4548
O	-1.8762	-2.9508	21.591
O	12.4805	0.9252	22.165
O	53.1434	24.9516	19.8902
O	21.6248	9.8933	21.7052
O	-17.3392	38.9191	15.0067
O	3.3117	4.4869	19.5993
O	20.7148	-9.452	22.036
O	-8.3167	5.4226	22.7476
O	9.4161	-25.913	24.8024
O	16.4925	21.1852	24.1349
O	18.202	9.2799	15.0759
O	22.5792	26.1088	19.1472
O	9.0108	7.2369	14.8624
O	3.622	1.9186	15.1691
O	-0.9647	5.5258	20.9531
O	13.1011	-11.0479	19.8867
O	11.0668	-10.995	17.1179
O	-13.794	-0.1291	23.2181
O	2.829	19.027	14.1183
O	10.0339	19.7507	19.3421
O	-1.1953	0.945	15.0987
O	19.1674	24.1913	23.8864
O	-14.0451	-6.956	18.1511
O	3.2141	-3.1514	23.8353
O	6.1283	-1.679	21.8574
O	5.4047	3.0572	19.0598
O	-20.7157	-24.4363	16.6117
O	8.6364	19.2311	17.1759
O	-9.4574	31.1719	24.8549
O	12.7719	29.8788	19.0845
O	5.4309	-6.0174	17.0892
O	-9.361	-0.7162	15.0098
O	32.5097	11.2136	24.0596
O	0.2631	4.9804	23.9625
O	26.4997	-4.2576	21.7842
O	11.9402	1.958	15.8493
O	17.5783	4.1083	24.9343
O	-2.7093	-8.0738	14.1082
O	-8.7342	3.1395	23.9769
O	-19.1296	3.3541	17.3317
O	-6.0752	16.6136	24.1853
O	-16.3338	-10.7838	14.2973
O	-4.1852	17.8426	16.127
O	-4.3515	-6.193	14.7948
O	-24.3423	28.631	19.3549
H	2.1643	0.5555	32.9948
H	0.5194	2.1974	32.9948
H	3.2632	4.9162	33.0039
H	4.9023	3.2685	33.0039
H	0.5518	7.6208	33.0326
H	2.1974	5.9797	33.0326
H	4.9141	8.6948	33.0307
H	3.2688	10.3362	33.0307
H	7.6428	0.5343	33.047
H	5.9971	2.1755	33.047
H	8.7061	4.8969	33.0255
H	10.3491	3.253	33.0255
H	5.978	7.6391	32.9874
H	7.6186	5.9927	32.9874
H	10.3509	8.71	33.0016
H	8.7077	10.3536	33.0016
H	-0.8268	3.5336	6.0123
H	0.8176	1.8912	6.0123
H	3.5199	-0.8101	5.9738
H	1.8773	0.834	5.9738
H	0.8151	7.3491	5.9977
H	-0.8278	8.9929	5.9977
H	3.5577	4.6115	6.0028
H	1.9131	6.2536	6.0028
H	4.6116	3.5524	6.0023
H	6.2568	1.9107	6.0023
H	7.3644	0.8058	6.0052
H	9.0052	-0.8403	6.0052
H	4.63	8.9686	6.0067
H	6.2792	7.331	6.0067
H	8.9663	4.6288	5.9796
H	7.3286	6.2781	5.9796

Results
free energy: -113760.342 eV
free energy less fixed offsets of H -15.71, O -570.45, Si -639.56 eV per atom: -1.622 eV

Forces (eV/angstrom), in the order of the atoms: element, x, y, z
Si	-0.0051	0.0101	-0.0295
Si	-0.0053	0.0038	-0.0268
Si	0.0047	-0.0047	-0.0263
Si	0.0045	0.0019	-0.0165
Si	0.0073	-0.0076	-0.025
Si	0.0034	-0.005	-0.0244
Si	-0.004	0.005	-0.0286
Si	-0.0065	0.0054	-0.0231
Si	0.0038	-0.0091	-0.0117
Si	0.0086	-0.0063	-0.0059
Si	-0.0077	0.0055	-0.0136
Si	-0.0061	0.0041	-0.0131
Si	-0.0063	0.0057	-0.0091
Si	-0.0071	0.0037	-0.0078
Si	0.0021	-0.0082	-0.0079
Si	0.0061	-0.0062	-0.0139
Si	0.0032	0.0045	0.0102
Si	0.0048	0.0015	0.0046
Si	-0.0005	-0.0014	0.0048
Si	0.0006	0.0004	0.0096
Si	-0.0003	-0.0012	0.0047
Si	-0.0047	0.0001	0.011
Si	0.0012	0.0034	0.0114
Si	0.0024	0.003	0.0054
Si	-0.011	-0.0097	0.0162
Si	-0.0024	-0.0027	0.0053
Si	-0.003	-0.0047	0.0186
Si	0.0011	-0.0043	0.0177
Si	-0.0109	-0.0059	0.0152
Si	-0.0029	-0.0064	0.0267
Si	-0.0079	0.0008	0.015
Si	-0.0003	-0.0019	0.0142
Si	0.0063	0.0023	0.1723
Si	0.0184	-0.0078	0.168
Si	-0.002	0.0082	0.184
Si	-0.0079	0.0119	0.1894
Si	0.0038	-0.0044	0.1899
Si	0.0099	0.005	0.1903
Si	0.0034	0.0064	0.1704
Si	0.0037	-0.0053	0.1685
Si	-0.0059	-0.0213	0.2947
Si	-0.0891	0.0263	0.306
Si	0.0153	-0.0617	0.2814
Si	0.0451	-0.0317	0.2748
Si	0.0228	-0.0845	0.3183
Si	0.0181	-0.0217	0.2656
Si	-0.0071	0.0086	0.2639
Si	-0.0692	0.0361	0.307
Si	0.0325	0.0173	-0.2753
Si	-0.034	0.059	-0.3068
Si	-0.0237	0.0171	-0.2364
Si	0.0262	-0.0215	-0.3661
Si	-0.014	0.0145	-0.2382
Si	0.0279	-0.0039	-0.3881
Si	0.0381	0.0142	-0.2985
Si	0.0149	0.0463	-0.2779
Si	-0.0174	0.0017	-0.1767
Si	0.018	-0.0071	-0.1887
Si	-0.005	-0.0087	-0.1916
Si	-0.022	0.0228	-0.1774
Si	0.0095	-0.0268	-0.1864
Si	-0.0147	0.021	-0.1768
Si	-0.0123	-0.0062	-0.1803
Si	0.0118	-0.0104	-0.1837
Si	0.0056	-0.0015	-0.0258
Si	0.0046	0.0057	-0.0223
Si	0.0049	0.0065	-0.0053
Si	0.0003	-0.0023	-0.0099
Si	0.002	0.0074	-0.0121
Si	0.0032	0.0076	-0.0095
Si	0.0101	0.0059	-0.0217
Si	0.0083	0.0064	-0.0203
Si	-0.0019	0.0061	-0.0093
Si	-0.003	-0.0023	-0.0156
Si	-0.0016	-0.0059	-0.0031
Si	0.0014	-0.0009	-0.0064
Si	0.0016	-0.0008	-0.0084
Si	0.0002	0.0038	-0.0051
Si	0.0009	0.0016	-0.0177
Si	-0.0033	-0.0055	-0.008
Si	-0.0048	0.0075	0.0163
Si	0.0051	-0.0057	0.0171
Si	0.0064	-0.0045	0.0105
Si	-0.0043	0.0082	0.0129
Si	0.0109	-0.0008	0.0108
Si	-0.0041	0.0069	0.0204
Si	-0.005	0.0047	0.0125
Si	0.0067	-0.0045	0.0129
Si	-0.0049	-0.0002	-0.0365
Si	0.0057	-0.0072	-0.0426
Si	0.0001	-0.0085	-0.0448
Si	-0.0044	0.0036	-0.0385
Si	0.0042	-0.0027	-0.0356
Si	-0.006	0.006	-0.0435
Si	-0.0011	0.0025	-0.0401
Si	0.0028	-0.0038	-0.0396
Si	-0.0009	0.0059	-0.0501
Si	-0.004	-0.009	-0.0627
Si	0.0101	-0.0054	-0.067
Si	-0.0046	0.0004	-0.074
Si	0.0096	-0.0047	-0.0389
Si	0.0113	0.0018	-0.0646
Si	-0.008	0.0003	-0.068
Si	-0.0008	-0.0107	-0.0559
Si	-0.002	0.0025	-0.0676
Si	-0.0003	0.0077	-0.058
Si	-0.0034	-0.002	-0.0718
Si	-0.0098	0.0116	-0.0703
Si	0.0018	0.0005	-0.0511
Si	0.0078	-0.0081	-0.0615
Si	0.0016	0.0057	-0.0738
Si	0.0052	-0.0017	-0.0718
Si	0.0042	0.0053	-0.0569
Si	0.0022	0.0051	-0.0657
Si	-0.0157	-0.0081	-0.0685
Si	0.0068	-0.0031	-0.0539
Si	-0.0161	0.0013	-0.0483
Si	-0.0015	0.0051	-0.0685
Si	0.0023	-0.0064	-0.0649
Si	0.0131	-0.0144	-0.027
O	0.0129	-0.0145	0.0374
O	-0.0005	0.0005	0.0239
O	-0.0106	-0.0099	0.026
O	0.0016	0.0004	0.0239
O	-0.0177	0.0161	0.0423
O	0.0096	-0.0133	0.0345
O	0.0169	0.0009	0.0478
O	-0.0061	-0.0104	0.0267
O	-0.002	-0.0053	0.0224
O	-0.0062	0.0097	0.0597
O	-0.0035	0.0006	0.0206
O	0.0015	0.0004	0.0142
O	0.0022	0.0071	0.0273
O	-0.006	0.0001	0.0238
O	0.0024	0	0.0167
O	0.013	-0.0048	0.0421
O	0.0162	0.005	0.0249
O	-0.0017	-0.0036	0.019
O	0.0081	0.0039	0.0402
O	-0.002	0.0028	0.0233
O	-0.0144	0.0007	0.0307
O	0.0102	0.0072	0.0309
O	0.0073	0.0142	0.029
O	0.0133	-0.0098	0.0371
O	0.0128	-0.0043	0.0322
O	-0.0007	0	0.0239
O	-0.0009	0.0022	0.0146
O	0.0001	-0.0001	0.0209
O	-0.0141	0.0121	0.0368
O	0.01	-0.012	0.0293
O	-0.0164	-0.002	0.0381
O	-0.0143	0.0122	0.0309
O	-0.0126	0.0102	0.0307
O	0	0.0006	0.0139
O	0.0026	0.0156	0.0349
O	0.0007	-0.0044	0.0271
O	-0.003	-0.0055	0.0242
O	-0.002	0.0056	0.0107
O	-0.003	0.0131	0.0391
O	0.0155	-0.0019	0.0492
O	-0.0056	0.0153	0.0464
O	0.0018	-0.0032	0.019
O	-0.0115	0.0137	0.0398
O	0.0137	-0.0023	0.037
O	-0.0083	-0.0043	0.025
O	0.0018	-0.0127	0.0368
O	0.0168	-0.0029	0.0469
O	0.002	-0.0038	0.0092
O	0.0092	0.007	0.0375
O	0.0042	-0.0155	0.0512
O	-0.006	0.0032	0.053
O	0.0003	-0.0103	0.0602
O	-0.015	0.0125	0.0403
O	-0.017	0.0079	0.0348
O	-0.0061	-0.0025	0.0267
O	-0.0011	-0.0008	0.0145
O	0.0014	-0.0005	0.0112
O	0.0127	-0.0147	0.0396
O	-0.0012	0.0179	0.0485
O	0.0121	-0.0076	0.0397
O	-0.0011	0.0003	0.0142
O	0.0012	-0.0009	0.0183
O	-0.0118	0.0152	0.039
O	-0.0034	-0.008	0.0321
H	-0.2861	0.2141	-0.2846
H	0.3011	-0.3756	-0.2584
H	0.3	-0.3553	-0.2507
H	-0.2908	0.2396	-0.3019
H	0.2429	-0.3073	-0.2725
H	-0.3498	0.298	-0.2446
H	-0.4045	0.2685	-0.2224
H	0.2309	-0.2623	-0.28
H	-0.3277	0.318	-0.2301
H	0.2566	-0.2777	-0.2752
H	0.2241	-0.3094	-0.2717
H	-0.3625	0.3148	-0.2358
H	0.3318	-0.3248	-0.2695
H	-0.2929	0.247	-0.2849
H	-0.281	0.2672	-0.2934
H	0.2671	-0.372	-0.2592
H	0.2783	-0.2537	0.2952
H	-0.3179	0.3474	0.2659
H	-0.2382	0.2438	0.2917
H	0.3863	-0.2912	0.2345
H	-0.2179	0.2984	0.2937
H	0.3699	-0.3125	0.2469
H	-0.2815	0.3968	0.2465
H	0.29	-0.2339	0.2846
H	0.361	-0.3173	0.2519
H	-0.2213	0.2703	0.2923
H	0.2846	-0.2109	0.2818
H	-0.3122	0.3777	0.2456
H	0.2751	-0.2106	0.2989
H	-0.3323	0.3689	0.2557
H	-0.2347	0.2885	0.2844
H	0.3556	-0.3361	0.2503

The program warned: the cutoff lies below the one the program advises for these potential files; the forces do not sum to zero within the program's tolerance; empty levels may hold ghost states of the PAW files; the exchange-correlation potential is rough where the density is thin.
